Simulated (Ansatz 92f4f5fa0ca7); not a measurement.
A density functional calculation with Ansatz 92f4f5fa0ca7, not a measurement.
Periodic cell of 171 atoms, Si99O72, from a study of silicon, its oxide and their interface. The atomic structure is a simulated model.

Settings
functional: PBE
potential files: Ansatz PAW
basis: plane waves
wave-function cutoff: 700 eV
density cutoff ratio: 5
exchange-correlation grid ratio: 2
k mesh: 2 x 2 x 1, shifted by 0.5 0.5 0.5 of a step
self-consistency stop: 5e-08 eV per atom in the density residual
occupations: Fermi-Dirac, 0.05 eV
spin: none
net charge: 0

Cell vectors (angstrom)
a	11.5983	0	0
b	0	11.5983	0
c	-1.7488	-4.3611	21.8762

Atoms and the computed forces on them: element, x, y, z (angstrom), force x, y, z (eV/angstrom)
Si	0.8741	1.6157	0.1775	0.051	0.1321	-0.1545
Si	1.3377	4.7909	0.0649	-0.1399	-0.1641	0.0007
Si	1.0401	9.2931	-0.1061	-0.0522	-0.3396	-0.2642
Si	4.9643	1.0861	0.1566	-0.0605	-0.1138	-0.3507
Si	5.309	5.3242	-0.2332	-0.1272	-0.1568	0.2203
Si	4.9491	9.593	0.0061	-0.1209	0.2542	-0.2191
Si	8.7214	1.2142	0.2796	0.1362	-0.1728	-0.2363
Si	8.9522	4.386	0.0276	0.0601	-0.1391	-0.2004
Si	8.4539	9.6613	-0.1955	0.0502	0.1872	0.0405
Si	2.9484	1.318	1.3968	0.0407	0.0301	-0.3599
Si	3.2725	5.2916	1.2986	0.1494	-0.0553	-0.2661
Si	2.9695	9.2333	1.2747	0.1818	0.061	-0.204
Si	6.8081	1.2438	1.6047	-0.1	-0.0092	-0.2188
Si	7.0386	4.9643	1.3323	-0.0886	0.0736	-0.0478
Si	6.8133	9.1701	1.4137	-0.1155	-0.0479	-0.1234
Si	10.6645	1.2631	1.6066	-0.0543	0.1187	-0.1716
Si	10.8585	5.1227	1.3054	0.0553	-0.0213	-0.1771
Si	10.5677	9.1882	1.0978	-0.1443	0.2003	-0.2328
Si	3.1118	3.3102	2.6778	-0.0769	0.1376	0.0082
Si	3.046	7.2705	2.6316	-0.1867	-0.0297	-0.0011
Si	2.9822	10.9997	2.8013	0.0849	0.011	0.0901
Si	6.8726	3.2045	2.8351	-0.0108	0.1183	0.1568
Si	6.9229	7.1069	2.6239	-0.076	0.0236	-0.2284
Si	6.8301	10.9226	2.9266	-0.0015	-0.168	0.2364
Si	10.77	3.2818	2.8037	0.1277	0.0794	0.1385
Si	10.6801	7.2252	2.5491	0.1324	-0.1594	-0.1704
Si	10.6842	10.8689	2.7942	0.0859	-0.1368	0.1197
Si	1.163	3.2943	4.0752	-0.1086	-0.0073	-0.1187
Si	1.0524	7.2329	3.9892	0.0575	0.011	0.0058
Si	1.0487	10.9171	4.1583	-0.0608	-0.0665	-0.0051
Si	4.9371	3.2712	4.146	-0.014	-0.0468	-0.0882
Si	4.9711	7.2384	4.0362	0.0446	-0.0906	0.0563
Si	4.8797	10.9184	4.2292	0.0861	0.0628	-0.0775
Si	8.8233	3.2699	4.1324	0.0828	0.1189	-0.1295
Si	8.8102	7.2132	4.0452	-0.0052	0.0147	0.0536
Si	8.7989	10.9113	4.2186	-0.0934	0.0359	-0.0471
Si	1.1135	1.3205	5.3973	0.0449	-0.0046	0.008
Si	1.072	5.2822	5.346	-0.0385	0.0384	-0.0324
Si	1.0586	9.0373	5.6401	0.0417	0.012	-0.1115
Si	4.9671	1.3084	5.4325	-0.0253	-0.1072	0.1189
Si	4.9044	5.2867	5.362	-0.0778	0.1086	0.0247
Si	4.9287	9.0314	5.6836	0.0137	0.0297	-0.0687
Si	8.8242	1.3179	5.4227	0.0811	-0.1616	0.1592
Si	8.7637	5.2631	5.3607	-0.0133	0.006	0.0538
Si	8.798	9.0329	5.6642	-0.0009	-0.0071	-0.0653
Si	3.0519	1.2595	6.7551	0.0665	-0.1206	-0.2372
Si	2.9878	5.2918	6.7403	-0.0233	0.0978	-0.1772
Si	2.9792	9.022	7.1065	0.0206	-0.0005	0.1793
Si	6.8988	1.3228	6.7744	-0.0289	-0.1108	-0.2403
Si	6.821	5.254	6.715	0.0191	0.1454	-0.241
Si	6.8787	9.0685	7.1047	-0.0244	0.024	0.1936
Si	10.768	1.3038	6.7307	-0.0445	-0.0302	-0.348
Si	10.7031	5.3043	6.6666	0.0306	0.0912	-0.3957
Si	10.7273	9.0726	7.0914	0.0187	0.0152	0.1225
Si	3.1059	3.2622	7.8962	0.0234	0.0036	0.0632
Si	2.9022	6.9693	8.4235	-0.0414	-0.0891	0.1308
Si	3.0826	11.1318	8.3704	-0.0194	0.0007	0.1054
Si	6.8392	3.3003	7.9856	0.0411	0.0393	0.2298
Si	6.7845	6.9583	8.3185	-0.0223	-0.0457	0.2646
Si	6.9511	11.2018	8.37	0.2047	0.0568	0.1107
Si	10.7115	3.3254	7.8449	-0.1117	0.0095	0.0862
Si	10.6413	6.9772	8.3155	-0.0922	0.0146	0.1781
Si	10.7894	11.1997	8.3558	0.0376	0.0232	0.1543
Si	12.6971	3.2448	8.9884	0.1058	0.0201	0.792
Si	12.4884	6.2884	9.6233	-0.0751	-0.315	0.4184
Si	12.7555	11.7973	9.6116	-0.0061	0.3011	0.5131
Si	4.944	3.2381	9.3716	-0.0532	-0.0433	0.2712
Si	4.8534	6.4542	9.6793	0.0392	-0.1462	-0.0904
Si	5.0448	11.5914	9.7071	-0.0693	0.1971	0.0118
Si	8.82	3.386	9.202	0.0011	0.1284	0.6579
Si	8.6922	6.4545	9.6536	-0.0357	-0.0835	0.3237
Si	8.8986	11.9075	9.6642	-0.033	0.0446	0.4432
Si	4.6949	3.5104	20.0916	-0.0812	0.0362	-0.2905
Si	3.0321	9.144	16.9183	-0.209	-0.169	-0.2219
Si	3.425	6.0455	16.998	-0.0428	0.0976	-0.2997
Si	8.0616	2.8128	16.9299	0.2135	0.2053	-0.2207
Si	5.1744	8.9663	11.7449	-0.145	0.0326	0.1112
Si	6.4371	5.4087	16.5461	0.0895	0.0021	-0.2099
Si	-1.887	6.5237	14.5332	0.1915	-0.1426	0.1646
Si	3.8978	2.5011	17.1623	-0.1793	-0.0876	-0.3876
Si	8.1436	8.0289	12.4637	0.1751	-0.1385	0.4364
Si	9.1884	10.4225	17.5884	-0.0579	-0.0997	-0.3306
Si	0.4987	9.2765	18.173	0.0218	0.0636	-0.5173
Si	1.3444	3.8424	17.7151	0.0984	0.0447	-0.4656
Si	-2.8915	7.5101	17.118	-0.0039	0.158	-0.3477
Si	12.166	3.0202	13.5909	0.0336	0.091	0.2917
Si	-1.002	7.0883	19.4854	-0.0155	0.144	-0.414
Si	-0.568	2.4849	19.9684	-0.0008	0.1641	-0.3267
Si	8.2685	1.15	19.302	0.0287	-0.1751	-0.5498
Si	8.0347	0.4804	15.162	-0.1043	-0.0197	0.1834
Si	3.3927	10.217	13.9822	0.0141	0.1471	0.403
Si	5.1196	3.7876	14.6302	0.1474	0.019	-0.0365
Si	0.8785	-0.046	12.6946	-0.0702	0.0716	0.5514
Si	2.9252	10.3012	19.5992	-0.1106	-0.2083	-0.4607
Si	9.3985	10.8351	12.6607	0.1479	0.0664	0.4265
Si	5.1553	0.8549	15.0245	0.037	-0.161	0.1439
Si	2.7529	5.0299	14.0944	-0.0125	-0.0153	0.095
Si	0.4316	5.8505	12.5666	0.0481	-0.0627	0.5255
Si	10.5463	3.8368	15.8527	-0.0985	-0.0016	-0.0683
O	8.5913	-0.2754	-0.6154	0.077	-0.027	0.3884
O	4.9252	11.1714	-0.5029	0.0056	-0.0919	0.4908
O	1.138	7.6945	-0.5262	-0.0253	0.115	0.0618
O	1.7058	5.3714	-1.465	-0.012	-0.047	0.1921
O	4.208	11.6284	14.0107	-0.0081	-0.0128	-0.1338
O	0.4224	3.2959	18.9477	-0.218	-0.2401	0.3062
O	4.0218	9.1934	12.8865	0.2042	-0.1215	-0.3085
O	1.8508	10.6469	13.6616	-0.0676	0.0799	-0.2391
O	1.4112	9.3349	16.8226	0.036	-0.0085	0.2575
O	8.9882	11.135	11.1227	-0.0893	0.1955	-0.4668
O	3.4387	4.5165	20.3991	-0.0453	-0.0463	0.0719
O	3.2902	7.6124	17.3882	0.0431	0.0507	0.1089
O	0.2965	4.3926	16.5784	0.1285	-0.0373	0.2031
O	6.1352	4.2935	20.4161	0.1351	0.2116	0.1419
O	6.1318	6.6809	-0.7044	-0.0232	-0.1487	-0.1325
O	4.9515	4.55	-1.667	0.1168	0.2623	0.3995
O	8.8259	2.7487	-0.4694	-0.0375	0.2071	0.3155
O	-0.5221	6.6408	13.6466	0.0738	-0.0687	-0.2444
O	0.3458	6.6723	11.1649	0.104	0.0922	-0.4879
O	4.2566	3.6128	16.0193	0.0086	0.0239	0.1005
O	4.1795	4.4869	13.4956	0.0135	-0.0404	0.0594
O	6.6209	8.6243	12.4395	-0.1439	0.0283	-0.1064
O	4.9065	4.7939	10.1496	0.0028	0.0902	-0.2319
O	4.4214	1.1035	16.487	0.0086	0.168	0.0146
O	8.8781	1.9554	10.0975	-0.0382	-0.3815	-0.4711
O	5.2135	10.3768	10.8697	-0.0527	0.1975	-0.0469
O	4.7868	7.6299	10.866	0.0441	-0.1423	0.0445
O	4.621	2.895	18.5675	0.1665	0.1624	0.598
O	1.9985	5.982	13.0251	-0.0848	0.0177	-0.1223
O	3.5941	9.5026	15.4428	0.044	0.0422	-0.0809
O	10.9928	2.7489	14.7125	0.1548	0.0441	-0.1301
O	-2.2366	6.8002	18.4403	0.1393	-0.0335	0.3454
O	0.9825	1.5798	12.9615	0.0135	-0.1319	-0.1789
O	8.7693	-0.3504	18.9161	0.0188	0.1512	0.223
O	6.4903	-0.039	15.3058	0.0379	0.0592	-0.0735
O	9.6541	3.1745	17.0387	-0.1139	-0.0406	0.0243
O	3.5066	9.2672	20.7074	-0.0297	-0.058	0.354
O	9.1175	9.2551	12.9226	-0.0794	-0.0294	-0.1685
O	-0.8523	10.0461	17.7595	0.0398	0.0373	0.2012
O	7.1996	4.1503	17.2322	-0.0226	-0.1316	0.12
O	-4.234	6.7302	16.652	-0.0258	0.0171	0.0864
O	5.5341	2.2607	14.2428	-0.0404	0.0506	-0.0132
O	12.7593	4.6511	9.8832	-0.1348	0.2554	-0.2519
O	4.9621	1.6718	10.1663	0.0294	-0.0186	-0.3468
O	12.6935	1.8578	9.9287	-0.0345	-0.3092	-0.4468
O	0.2226	7.7153	18.5921	-0.0953	-0.1483	0.2324
O	8.9945	-0.2836	16.2354	0.0123	0.0167	0.0265
O	2.4035	5.0996	17.8786	-0.0121	-0.0529	0.1741
O	3.0009	5.941	15.4195	-0.0079	-0.0612	0.0108
O	0.053	4.2262	12.5758	-0.0365	0.0827	-0.2291
O	0.3736	0.9608	-1.2657	0.0367	0.0374	0.3613
O	7.4919	1.7318	17.9954	0.0064	-0.0331	0.2798
O	2.2677	2.5287	17.32	-0.0162	0.0811	0.1386
O	9.6471	4.9989	15.1391	0.0068	0.0781	-0.0683
O	9.4682	2.2294	19.5441	0.1038	0.0344	0.1593
O	3.6344	10.1011	18.1187	-0.0663	0.0968	0.3979
O	13.4667	3.6707	14.3518	-0.0414	-0.031	-0.1078
O	8.5488	7.4149	11.0064	0.1308	-0.2851	-0.2871
O	8.7773	4.8175	10.1279	0.054	0.1802	-0.5326
O	-0.6403	11.094	13.0107	-0.0325	0.0021	-0.1896
O	12.8514	11.1862	11.1554	0.046	-0.0297	-0.5813
O	5.0219	5.7626	17.272	-0.0263	-0.0746	0.0733
O	1.0528	3.1952	-0.2351	0.1347	0.0733	0.1568
O	8.5375	0.2042	13.6526	0.0579	-0.1101	-0.2492
O	-0.6115	5.7317	20.292	0.0006	-0.2321	0.5557
O	7.9827	2.0984	15.4536	-0.0458	0.0148	0.0789
O	6.268	4.9035	14.9792	-0.1449	-0.014	0.074
O	1.3215	10.0211	19.3767	0.0453	0.0947	0.207
O	-1.8438	7.5135	15.8437	-0.0714	-0.0564	0.0322
O	8.9848	5.3519	-1.3346	-0.1217	-0.1574	0.2553
O	8.3069	9.0546	17.4564	0.044	0.0069	0.1289
O	-3.1978	6.8709	13.6148	-0.1376	0.1449	-0.3515

Results
free energy: -103891.410 eV
free energy less fixed offsets of O -569.03, Si -635.61 eV per atom: 4.140 eV
pressure: -0.79 GPa
stress xx, yy, zz, yz, xz, xy (GPa, positive in tension): -0.56, 2.34, 0.58, 0.06, -0.13, 0.46

The program warned: the cutoff lies below the one the program advises for these potential files.
